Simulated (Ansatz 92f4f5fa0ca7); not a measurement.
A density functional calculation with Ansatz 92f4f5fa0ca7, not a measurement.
Periodic cell of 192 atoms, Si128O64, from a study of silicon, its oxide and their interface. The atomic structure is a simulated model.
This geometry differs little from another in the collection (a relaxation step or a small displacement).

Settings: functional r2SCAN; potential files Ansatz PAW; basis plane waves; wave-function cutoff 800 eV; density cutoff ratio 5; exchange-correlation grid ratio 1; k mesh 1 x 1 x 1, shifted by 0.5 0.5 0 of a step; self-consistency stop 1e-10 eV per atom in the density residual; occupations fixed; spin none; net charge 0.

Cell vectors (angstrom)
a  10.888  0  0
b  0  10.888  0
c  0  0  28.6594

Atoms: element, x, y, z (angstrom)
Si  -0.5263  0.2636  0.4109
Si  2.6597  2.1631  0.2378
Si  0.0295  6.0823  -0.0914
Si  2.9075  7.8997  0.136
Si  5.1876  0.2478  -0.021
Si  6.75  1.3174  1.3813
Si  4.6649  5.2275  -0.2102
Si  8.3954  8.0415  -0.0786
Si  1.2234  1.1404  1.6648
Si  3.7802  3.8883  1.43
Si  1.3743  6.9291  1.5896
Si  4.1261  9.4964  1.2865
Si  8.5745  1.7948  -0.0353
Si  9.8327  4.2534  1.0837
Si  6.8906  6.7167  1.1455
Si  9.3339  9.4639  1.5679
Si  -0.0173  2.7957  2.7213
Si  2.7734  -0.1463  2.8136
Si  -0.0374  8.231  2.8777
Si  2.6149  5.3803  2.8248
Si  5.4258  2.7479  2.701
Si  7.9862  -0.0399  2.8523
Si  5.4769  8.0605  2.5886
Si  8.3119  5.4467  2.5687
Si  1.2913  4.0614  4.1964
Si  4.112  1.3328  4.0866
Si  1.382  9.5048  4.2089
Si  4.0832  6.7749  4.032
Si  6.8656  4.1236  3.9767
Si  9.4538  1.3998  4.0483
Si  6.7023  9.4245  4.1326
Si  9.5259  6.7706  4.1117
Si  -0.0123  0.0609  5.4145
Si  2.7291  2.6922  5.4413
Si  -0.0387  5.4376  5.5341
Si  2.7386  8.1052  5.4907
Si  5.4044  -0.0446  5.495
Si  8.1298  2.7416  5.44
Si  5.4916  5.4551  5.3716
Si  8.1565  8.14  5.443
Si  1.3493  1.369  6.802
Si  4.1191  4.088  6.7319
Si  1.3696  6.7828  6.8632
Si  4.0497  9.5075  6.8666
Si  6.7963  1.354  6.8117
Si  9.4854  4.0695  6.8587
Si  6.8053  6.7981  6.791
Si  9.5326  9.5476  6.7511
Si  0.0187  2.715  8.1766
Si  2.6831  0.0225  8.1832
Si  -0.009  8.211  8.1481
Si  2.784  5.4142  8.1528
Si  5.4338  2.7552  8.1434
Si  8.2022  0.0009  8.1462
Si  5.4749  8.1515  8.1677
Si  8.1346  5.4651  8.1857
Si  1.4268  4.0568  9.5027
Si  4.0586  1.4209  9.5001
Si  1.3317  9.5593  9.5392
Si  4.1463  6.7714  9.5243
Si  6.7619  4.127  9.5405
Si  9.552  1.3544  9.5319
Si  6.8481  9.5235  9.5004
Si  9.5148  6.8491  9.4987
Si  0.009  0.029  10.9615
Si  2.7724  2.7706  10.9678
Si  0.0518  5.4677  10.7425
Si  2.7697  8.1749  10.7714
Si  5.4714  0.0552  10.7542
Si  8.1655  2.763  10.8043
Si  5.4595  5.463  11.0135
Si  8.1708  8.1743  10.9297
Si  1.3988  1.414  12.3115
Si  4.1126  4.1164  12.444
Si  1.4444  6.7772  12.076
Si  4.121  9.5794  12.0616
Si  6.793  1.4117  12.127
Si  9.5573  4.1534  12.0745
Si  6.832  6.8493  12.3841
Si  9.5296  9.52  12.3019
Si  -0.0332  2.8521  13.521
Si  2.8356  -0.0134  13.5262
Si  0.1342  8.0887  13.4523
Si  2.6684  5.561  13.7048
Si  5.551  2.6775  13.7191
Si  8.0925  0.0646  13.5245
Si  6.3224  10.1411  14.8589
Si  8.322  5.443  13.6209
Si  1.2241  3.4155  16.9526
Si  4.5362  0.868  14.9141
Si  2.2008  10.2282  18.1387
Si  3.5872  7.4613  14.8373
Si  7.5125  3.5443  14.7843
Si  9.1417  1.7686  14.7046
Si  5.393  8.3391  13.5925
Si  10.1253  6.4184  14.8653
Si  -0.8717  1.0609  16.7939
Si  5.8265  2.4448  18.9413
Si  0.8624  4.5701  14.9035
Si  5.2955  7.2342  17.5039
Si  3.5361  1.1853  17.0896
Si  12.663  -1.7087  14.7274
Si  6.2462  8.9898  23.2221
Si  11.3541  9.8545  16.6058
Si  19.1459  -10.4348  18.3788
Si  -27.4283  13.9881  21.9622
Si  -14.6626  0.8848  23.1874
Si  -11.8836  18.822  16.7243
Si  -20.2487  21.9357  21.1651
Si  -2.5627  -24.9307  21.6523
Si  -6.2606  3.293  25.9448
Si  2.1674  14.058  21.7648
Si  -18.4639  19.669  22.372
Si  -3.7793  4.7962  17.6542
Si  -7.885  6.5708  24.2201
Si  -9.0709  -14.1352  26.7559
Si  -21.0957  -28.3416  24.1481
Si  9.3007  32.5202  21.4058
Si  11.0899  -0.6483  26.0961
Si  12.1763  5.239  19.575
Si  -15.984  5.1676  23.7296
Si  8.884  -4.8059  24.077
Si  12.6111  -8.7396  26.0019
Si  -4.133  1.0835  26.3521
Si  19.3693  8.7047  25.5532
Si  25.0774  18.5373  19.4609
Si  -3.7242  9.5824  17.011
Si  9.3822  -4.7061  19.2288
O  -13.3342  -14.6693  -8.486
O  -0.0083  0.0555  -7.0322
O  -1.7722  6.7188  -6.0446
O  1.9672  -9.19  -7.4906
O  -2.4439  -27.598  -10.1302
O  9.6463  -1.0179  -3.2927
O  -14.6353  0.782  -3.8476
O  4.5707  -4.6473  -4.7908
O  -14.297  14.778  -12.2729
O  16.238  -8.3603  -8.1902
O  -9.9301  3.4672  -5.8623
O  -5.0472  -6.293  -6.4576
O  -4.9241  8.7025  -10.9563
O  -12.7966  -1.6871  -6.8892
O  8.0173  8.7052  -1.5401
O  8.1642  -9.5121  -1.5668
O  -6.985  12.1284  28.3349
O  20.9632  -16.7961  24.2281
O  -11.7029  -3.7329  18.1412
O  -23.572  -3.6462  25.1918
O  -15.7856  3.9812  18.4788
O  -26.7482  -0.0706  27.176
O  -3.7369  -1.9995  24.5919
O  -28.6914  -15.0912  28.4303
O  12.5314  -11.1821  19.6263
O  -19.3123  -11.6241  22.1571
O  -8.8797  28.4632  19.5506
O  11.7799  -15.4691  27.1524
O  -15.5477  -5.3191  28.7874
O  -6.258  -1.9496  23.3211
O  6.4819  27.9713  17.1669
O  23.1276  26.3026  18.1252
O  -1.2709  7.0156  28.2547
O  10.6151  -16.3203  19.9973
O  23.7115  16.2407  24.1999
O  -2.501  30.3297  16.6427
O  18.1258  12.5748  18.7189
O  6.7827  18.7526  22.1696
O  -3.5734  16.4675  24.1733
O  8.9911  3.3716  28.6296
O  -4.4337  10.4439  22.5732
O  22.8225  -2.0294  25.9963
O  15.0699  28.9221  16.3365
O  4.383  4.4797  27.0241
O  0.0236  -8.5278  17.3248
O  -7.921  -3.7168  25.7124
O  14.1735  2.431  25.56
O  16.6998  -8.5151  26.5173
O  -0.0383  10.5045  27.6534
O  2.4445  29.4239  23.1355
O  -8.3197  13.386  16.8735
O  -2.3257  0.9041  22.4315
O  -17.0704  1.6215  18.1376
O  -18.0732  8.2435  20.9018
O  -16.5094  14.8391  24.6372
O  -10.1319  14.1517  25.3592
O  8.8893  21.8304  19.8443
O  3.6665  24.9451  22.3891
O  15.4573  -4.0632  18.8879
O  -9.177  2.4646  27.5928
O  17.0522  13.0075  22.8436
O  46.6042  19.7406  18.3949
O  23.8521  -17.4789  20.6149
O  -20.6818  0.6637  25.605

Results
free energy: -118371.856 eV
free energy less fixed offsets of O -570.45, Si -639.56 eV per atom: 0.624 eV

Forces (eV/angstrom), in the order of the atoms: element, x, y, z
Si  0.0116  -0.0152  -0.0252
Si  -0.0023  -0.0087  -0.0261
Si  -0.0061  0.01  -0.0154
Si  0.0042  -0.0077  -0.0073
Si  0.0007  0.0036  -0.0183
Si  0.0038  -0.0058  -0.0034
Si  0.0057  0.0023  -0.039
Si  0.0071  -0.0008  -0.0233
Si  -0.001  -0.0066  0.0018
Si  0.003  0.0037  0.0049
Si  0.0018  0.002  -0.0001
Si  -0.0011  0.0009  -0.0062
Si  -0.0069  -0.0032  -0.0292
Si  -0.0088  -0.0053  -0.0075
Si  -0.0011  -0.0042  -0.0197
Si  -0.0052  0.0015  0.0042
Si  -0.001  -0.0015  -0.0065
Si  -0.0007  0.0033  -0.0021
Si  0.0028  0.0033  -0.0004
Si  -0.0033  -0.0022  -0.0029
Si  0.0028  0.0044  -0.0049
Si  0.0017  0.0072  -0.0083
Si  -0.004  -0.0022  0
Si  -0.0083  -0.0018  -0.0046
Si  -0.0008  0.002  -0.0005
Si  -0.0005  -0.0025  -0.0025
Si  -0.0006  -0.0009  0.0028
Si  0.0018  0.0027  0
Si  0.0053  -0.0047  -0.0019
Si  -0.0009  0.0031  -0.002
Si  -0.0022  -0.0017  0.0014
Si  0.0026  -0.0032  0.0024
Si  0.0016  0.001  -0.0008
Si  0.0008  -0.0013  0.0028
Si  0.0016  0.0015  0.0021
Si  0.0033  0.0012  -0.0016
Si  -0.0011  0.0051  -0.0016
Si  0.001  0.0031  -0.0031
Si  0.0019  0.0023  0.0006
Si  0.0006  -0.0034  0.0025
Si  -0.0009  0.0006  0.0002
Si  -0.0012  -0.0014  -0.0026
Si  -0.0036  -0.0029  -0.001
Si  0.0018  -0.0009  -0.0025
Si  -0.0015  -0.0017  -0.0004
Si  0.0022  0.0001  0.0004
Si  0.0011  0.0021  -0.0012
Si  -0.0026  -0.0007  -0.0035
Si  0.0003  -0.0012  -0.0007
Si  -0.0022  0.0009  0.0001
Si  0.0035  0.0021  -0.0011
Si  0.0009  -0.001  -0.0002
Si  0.0009  0.0032  -0.0009
Si  0.0018  0  0.0006
Si  0.0011  -0.0003  -0.0008
Si  -0.0041  -0.0008  -0.0013
Si  0.0028  -0.0016  -0.0001
Si  -0.002  0.0022  0.0015
Si  -0.0028  0.0002  -0.0009
Si  0.0023  -0.0035  0.0003
Si  -0.0016  0.0017  -0.0013
Si  0.001  0.0008  -0.0011
Si  0.0023  0.0011  0.0017
Si  0  0.0033  -0.0001
Si  0.0001  -0.0021  -0.0009
Si  0.0004  0.0003  -0.0029
Si  -0.0016  -0.002  -0.0008
Si  -0.0024  0.0029  -0.0027
Si  -0.0029  -0.0022  0.0022
Si  0.0033  -0.0031  -0.0035
Si  -0.0004  0.0013  0.0033
Si  0.0009  -0.0011  0.0054
Si  -0.0017  -0.0033  -0.0029
Si  -0.0015  -0.0025  0.0071
Si  0.0011  0.0004  0.0075
Si  -0.002  -0.0045  0.0106
Si  -0.0001  0.0027  0.005
Si  -0.0029  -0.0012  0.0077
Si  0.0011  -0.0037  -0.0019
Si  0.006  -0.0005  -0.0003
Si  0.0003  0.0074  -0.0066
Si  0.0017  0.0007  -0.0016
Si  -0.0048  0.0003  -0.0024
Si  -0.0028  -0.0045  -0.001
Si  -0.0008  -0.0081  0.0042
Si  -0.0037  0.0008  0.0036
Si  0.0004  -0.0033  -0.0112
Si  0.0023  0.0018  -0.0049
Si  0.0074  -0.0078  0.0347
Si  -0.0007  0.0024  -0.0021
Si  0.0211  -0.0201  0.0426
Si  -0.0022  0.0002  0.016
Si  -0.0043  0.0044  0.0295
Si  0.0045  -0.0039  -0.005
Si  0.0011  0.0033  -0.0003
Si  -0.0039  0.003  -0.0075
Si  0.0108  0.0103  0.0222
Si  -0.0158  0.0059  0.0302
Si  0.0009  -0.0004  0.0052
Si  -0.0026  -0.0088  0.03
Si  0.0091  0.0192  0.0296
Si  -0.0012  -0.0047  0.0086
Si  -0.0098  -0.0006  -0.0118
Si  -0.0076  0.0027  -0.004
Si  -0.0061  0.0114  0.0464
Si  0.0007  0.0047  0.0054
Si  -0.007  0.003  -0.0356
Si  -0.017  -0.0014  0.0268
Si  0.0013  0.0087  0.0239
Si  -0.0027  0.0015  0.0111
Si  0.0045  -0.0002  -0.0414
Si  0.001  -0.0033  0.0034
Si  0.0008  0.0007  0.0032
Si  0.0195  -0.0227  0.0196
Si  0.0036  -0.0071  -0.0288
Si  0.0044  0.0039  -0.039
Si  -0.001  0.0062  -0.0194
Si  0.0024  -0.0076  0.0205
Si  0.0004  0.0016  -0.0271
Si  0  0.0045  0.0221
Si  0.0057  0.0037  -0.0115
Si  -0.0021  -0.0069  -0.0174
Si  -0.0055  0.0038  -0.0252
Si  -0.0051  0.0088  -0.038
Si  -0.0043  -0.0058  -0.0432
Si  -0.0052  -0.0035  0.0284
Si  -0.0002  -0.0268  0.0181
Si  -0.005  -0.0057  0.0295
O  0.0089  -0.0077  -0.0172
O  -0.0002  0.0021  -0.0082
O  -0.0003  0.0006  0.0042
O  -0.001  -0.0073  -0.0027
O  -0.0318  -0.0087  -0.0247
O  0.007  0.0041  0.0165
O  -0.0006  0.003  0.0168
O  -0.0049  -0.0004  0.0055
O  -0.0084  0.0176  -0.009
O  0.0074  0.0031  -0.0379
O  0.0024  0.0022  0.0033
O  -0.0016  -0.0031  0.0039
O  0.0179  0.0139  -0.0187
O  0.0007  0.0052  -0.0041
O  0.0008  -0.0054  0.0376
O  0.0139  0  0.0367
O  -0.0029  0.0016  0.0132
O  0.0021  0.0014  0.0065
O  0.0032  0.0167  -0.0354
O  -0.0003  0.0103  0.0195
O  0.0124  -0.0105  -0.0273
O  -0.0046  -0.0036  0.0227
O  0.008  0.0009  0.0163
O  -0.0052  -0.0071  0.0203
O  0.0026  -0.0057  -0.0473
O  -0.0054  -0.0004  -0.0065
O  0.0008  -0.0015  -0.0091
O  -0.0011  -0.0002  0.0236
O  -0.0099  -0.001  0.0189
O  -0.0036  -0.0013  0.002
O  -0.0057  -0.0006  -0.0029
O  -0.0048  -0.0092  -0.0267
O  -0.005  -0.0013  0.0215
O  -0.0039  0.0037  -0.0116
O  0.0034  0.003  0.0076
O  -0.0006  -0.0086  -0.015
O  0.0116  -0.0166  -0.006
O  0.0004  0.0006  0.0011
O  0.0022  0.0004  0.0116
O  0.008  0.0029  0.0146
O  -0.0001  0.002  0.0065
O  0.0044  -0.0067  0.0136
O  -0.0068  0.006  -0.02
O  0.0037  0.0167  0.0306
O  -0.0073  -0.0042  -0.018
O  -0.0078  0.0098  0.0343
O  0.001  0.0003  0.0206
O  0.0035  -0.0085  0.0168
O  -0.0095  0.0125  0.0462
O  0.0009  -0.0041  0.0073
O  0.0067  0.0004  -0.0103
O  0.0002  0.0013  0.0009
O  -0.0124  0.0028  -0.021
O  -0.0007  -0.0041  -0.0135
O  -0.0043  -0.0086  0.0208
O  0.0072  -0.0131  0.0155
O  -0.0097  0.0088  -0.0418
O  0.001  0.0023  -0.0087
O  0.0067  0.0032  -0.0221
O  0.0123  -0.0049  0.039
O  0  -0.0017  -0.0012
O  -0.0155  0.0192  -0.0163
O  -0.0033  0.001  -0.0081
O  -0.0019  -0.0047  0.0077

The program warned: the cutoff lies below the one the program advises for these potential files; the forces do not sum to zero within the program's tolerance; empty levels may hold ghost states of the PAW files; the exchange-correlation potential is rough where the density is thin.
